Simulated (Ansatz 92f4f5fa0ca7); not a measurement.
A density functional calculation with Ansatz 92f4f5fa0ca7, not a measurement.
Periodic cell of 224 atoms, Si133O89H1N1, from a study of silicon, its oxide and their interface. The atomic structure is a simulated model.
Doubt: the cutoff is far below the 930 eV that the study's wrapper takes by default for these files, so forces and energies are approximate.
This geometry differs little from another in the collection (a relaxation step or a small displacement).

Settings
functional: PBE
potential files: Ansatz PAW
basis: plane waves
wave-function cutoff: 580 eV
density cutoff ratio: 5
exchange-correlation grid ratio: 1
k mesh: 1 x 1 x 1, Gamma-centred
self-consistency stop: 5e-08 eV per atom in the density residual
occupations: fixed
spin: none
net charge: 0

Cell vectors (angstrom)
a	10.938	0	0
b	0	10.938	0
c	0	0	32.2252

Atoms: element, x, y, z (angstrom)
Si	0.1369	-0.2595	24.8708
Si	5.2387	0.0733	24.889
Si	3.1283	2.4478	24.7422
Si	7.841	2.9208	24.6911
Si	-0.3137	5.5634	24.5556
Si	5.8167	5.3835	24.5745
Si	2.3152	8.4103	24.7966
Si	8.5685	7.9329	24.9525
Si	1.3947	1.3899	26.0125
Si	6.8014	1.3354	26.1082
Si	4.1848	4.1773	25.9445
Si	9.512	4.0299	25.9746
Si	1.2705	6.7123	26.0098
Si	6.8876	6.8009	26.1184
Si	4.0025	9.4708	26.1121
Si	9.6506	9.5099	26.2823
Si	2.7148	0.0045	27.4503
Si	8.2081	-0.0015	27.4671
Si	0	2.7336	27.3868
Si	5.4594	2.7679	27.4328
Si	2.7504	5.4503	27.3742
Si	8.2397	5.4179	27.4511
Si	0.0677	8.1074	27.5193
Si	5.4699	8.1757	27.4368
Si	4.1018	1.3673	28.8069
Si	9.5708	1.3673	28.8069
Si	1.3673	4.1018	28.8069
Si	6.8362	4.1018	28.8069
Si	4.1018	6.8362	28.8069
Si	9.5708	6.8362	28.8069
Si	1.3673	9.5708	28.8069
Si	6.8362	9.5708	28.8069
Si	0	0	30.1742
Si	5.469	0	30.1742
Si	2.7345	2.7345	30.1742
Si	8.2035	2.7345	30.1742
Si	0	5.469	30.1742
Si	5.469	5.469	30.1742
Si	2.7345	8.2035	30.1742
Si	8.2035	8.2035	30.1742
Si	1.3673	1.3673	31.5414
Si	6.8362	1.3673	31.5414
Si	4.1018	4.1018	31.5414
Si	9.5708	4.1018	31.5414
Si	1.3673	6.8362	31.5414
Si	6.8362	6.8362	31.5414
Si	4.1018	9.5708	31.5414
Si	9.5708	9.5708	31.5414
Si	2.7345	0	0.6835
Si	8.2035	0	0.6835
Si	0	2.7345	0.6835
Si	5.469	2.7345	0.6835
Si	2.7345	5.469	0.6835
Si	8.2035	5.469	0.6835
Si	0	8.2035	0.6835
Si	5.469	8.2035	0.6835
Si	4.1018	1.3673	2.0507
Si	9.5708	1.3673	2.0507
Si	1.3673	4.1018	2.0507
Si	6.8362	4.1018	2.0507
Si	4.1018	6.8362	2.0507
Si	9.5708	6.8362	2.0507
Si	1.3673	9.5708	2.0507
Si	6.8362	9.5708	2.0507
Si	0	0	3.418
Si	5.469	0	3.418
Si	2.7345	2.7345	3.418
Si	8.2035	2.7345	3.418
Si	0	5.469	3.418
Si	5.469	5.469	3.418
Si	2.7345	8.2035	3.418
Si	8.2035	8.2035	3.418
Si	1.3857	1.4007	4.8699
Si	6.8416	1.3494	4.899
Si	4.0787	4.0773	4.7621
Si	9.5594	4.0554	4.7552
Si	1.3597	6.9211	4.7302
Si	6.8086	6.8394	4.7088
Si	4.0949	9.6204	4.8913
Si	9.5258	9.6557	4.7098
Si	2.7559	0.1131	6.388
Si	8.3327	-0.0076	6.2931
Si	-0.0227	2.7974	6.2268
Si	5.4199	2.7766	6.2387
Si	2.6843	5.4972	6.0265
Si	8.1483	5.4317	6.004
Si	0.0414	8.4212	6.0039
Si	5.5587	8.1927	6.1588
Si	4.062	1.629	7.839
Si	9.8781	1.2324	7.7286
Si	0.9037	4.6817	7.3698
Si	6.6316	4.3566	7.4914
Si	4.3527	6.5133	7.3005
Si	9.5743	6.921	7.0418
Si	1.0666	9.895	7.6079
Si	7.3878	9.0704	7.4456
O	9.5716	6.8094	24.2588
O	4.1756	1.2243	24.4099
O	8.5137	7.9157	7.8942
O	3.2397	2.4917	9.0057
O	6.8254	4.1271	24.1705
O	2.8343	7.7038	23.4151
O	5.4793	5.4666	7.8927
N	0.1432	0.1668	8.533
O	7.2173	3.7928	8.9191
O	6.7939	9.6119	8.8779
O	10.665	5.8423	7.7701
O	1.5673	8.8041	8.7461
O	5.2246	0.8241	8.7098
O	1.3818	4.3127	8.8773
O	9.1382	2.0298	8.9705
O	3.4698	6.9211	8.6194
O	7.9761	8.7859	23.7109
O	8.3311	2.1886	23.3
O	5.485	6.277	23.2083
O	2.8297	2.9873	23.2161
O	12.1896	-1.3509	24.3182
O	0.0587	4.8894	23.0739
O	4.043	7.4077	21.1858
O	10.9681	21.0523	20.7937
Si	5.3775	4.8452	16.7075
Si	0.5382	8.7681	20.0656
Si	6.0695	9.3251	12.1417
Si	13.3498	4.8915	12.6387
Si	8.6525	2.9874	12.8669
Si	9.8873	0.05	12.7564
Si	2.0521	3.2443	9.8824
Si	2.5899	-3.7276	21.8857
Si	17.7087	7.0295	15.5148
Si	7.0778	11.1145	18.6487
Si	8.5393	3.3394	9.7788
Si	3.4727	13.1002	13.9924
Si	5.8119	0.4705	14.3536
Si	6.9732	5.9642	19.2574
Si	0.8066	4.7811	21.5957
Si	13.6668	-0.9856	18.2149
Si	3.3205	2.8218	17.0598
Si	5.395	10.279	9.3465
Si	9.5197	6.5539	16.5203
Si	16.4798	7.0516	21.745
Si	9.7933	4.7875	19.0697
Si	1.8618	-0.3425	12.7037
Si	5.201	20.5174	16.5841
Si	8.4601	8.1294	12.9584
Si	11.417	0.5408	10.2403
Si	7.0112	9.5989	22.7159
Si	11.3259	11.6792	20.8749
Si	-0.6189	-5.2396	13.5316
Si	4.4226	1.164	19.5671
Si	3.0114	8.3116	9.296
Si	0.9985	1.3354	17.8108
Si	3.3721	7.9104	12.409
Si	2.5125	2.3138	21.7651
Si	7.3	2.7247	15.4062
Si	8.8107	8.4386	18.5879
Si	9.0542	0.914	22.5952
Si	9.2434	2.2058	17.5447
O	6.1664	8.312	16.3008
O	5.0159	1.7188	13.6461
O	13.1108	5.6517	21.7588
O	6.4989	10.4383	13.2489
O	2.5048	9.1328	13.1253
O	1.6449	0.9289	21.9183
O	2.9343	8.0163	10.8596
O	3.5376	-0.2151	19.4201
O	10.3132	-4.7374	15.1227
O	9.5879	-3.9866	12.7094
O	3.8214	4.3771	16.9239
O	8.2057	9.9333	18.8996
O	9.4089	8.1344	17.0542
O	14.3162	2.0711	15.6137
O	7.4803	7.5987	14.1674
O	11.8522	5.3981	13.0617
O	4.9377	8.2759	12.6674
O	6.2143	6.0271	20.6896
O	9.9287	14.1715	18.6082
O	5.5306	5.9486	15.4886
O	7.5619	7.4369	18.886
O	1.5964	8.9573	18.8334
O	12.3446	3.3402	21.1302
O	8.1451	2.9324	11.3135
O	10.0787	-2.8496	19.571
O	-0.2107	-5.7732	20.3639
O	6.0464	10.5715	17.5331
O	3.2327	6.3203	12.8026
O	6.0133	0.7482	19.7978
O	10.1671	5.7008	17.7553
O	1.6851	-0.2758	11.0444
O	8.2222	4.9504	19.4583
O	6.152	14.4245	16.2535
O	11.8134	1.2272	19.4199
O	7.3987	14.2138	13.8766
O	4.8407	10.4239	15.2343
O	9.6248	4.2577	13.2044
O	8.7239	2.9404	16.1843
O	7.9428	6.1627	16.2777
O	4.2362	2.0621	18.201
O	4.0963	9.4402	8.8373
O	5.4311	-0.6941	10.9575
O	9.942	12.4184	21.346
O	1.742	2.76	17.4899
O	10.1106	0.2441	23.6433
O	6.3685	8.4766	21.7228
O	2.5106	4.177	11.1513
O	-1.6743	1.4928	13.2479
O	2.6411	11.9388	13.2035
O	-0.4754	23.0702	17.131
O	7.9526	10.7621	22.0445
O	6.9612	1.1242	15.3114
O	1.9408	0.106	17.2803
O	9.5872	4.5578	9.9859
O	14.7373	9.1225	17.2974
O	0.4159	-0.1755	13.4249
O	10.0637	0.2056	11.1173
O	7.3917	-2.5063	11.7338
O	0.9433	2.1252	10.3462
O	3.8471	2.0296	20.8523
O	16.7294	10.3272	23.5026
O	1.3284	7.9591	21.2139
O	5.9172	5.4367	18.1325
O	13.9747	3.6984	13.5946
O	7.9639	1.464	18.2115
O	9.1299	-1.3319	13.2144
H	9.9793	5.0435	9.2321

Results
free energy: -135566.252 eV
free energy less fixed offsets of H -15.97, N -385.13, O -568.88, Si -635.61 eV per atom: 1.298 eV

Forces (eV/angstrom), in the order of the atoms: element, x, y, z
Si	-0.0035	0.0137	0.0274
Si	0.0024	-0.0167	-0.0205
Si	-0.0158	-0.0003	0.0346
Si	0.0124	-0.0293	-0.0054
Si	-0.0078	-0.0004	-0.0151
Si	-0.0084	-0.0054	0.0535
Si	0.0212	0.0157	-0.0239
Si	-0.0302	0.0159	0.09
Si	-0.0096	0.0136	-0.014
Si	0.0272	0.0023	0.0073
Si	-0.0111	0.0065	-0.0235
Si	0.0225	-0.0235	0.0149
Si	0.0225	-0.0186	0.0039
Si	0.0094	0.0175	-0.0221
Si	0.001	-0.0205	0.0066
Si	-0.003	-0.0149	-0.0199
Si	0.0011	0.0115	0.0101
Si	0.0039	-0.0073	0.0007
Si	0.0039	-0.0054	-0.0019
Si	-0.0083	0.0003	0.0141
Si	0.0098	-0.0078	0.0086
Si	-0.0184	0.0164	0.0137
Si	-0.0185	0.0268	0.0175
Si	0.0146	-0.0077	-0.0013
Si	-0.0706	0.1623	-0.0515
Si	0.1482	0.1468	-0.0676
Si	0.0478	-0.0101	-0.4025
Si	0.0861	-0.109	0.1599
Si	-0.1141	-0.1861	-0.1548
Si	-0.0651	-0.3704	0.41
Si	0.2136	-0.1154	0.3272
Si	-0.1666	-0.0231	-0.0017
Si	-0.0517	-0.0577	-0.0168
Si	0.0065	-0.003	-0.0149
Si	-0.0323	-0.0603	-0.0257
Si	-0.0442	0.0287	0.0081
Si	-0.1011	0.0573	0.0194
Si	-0.0181	-0.0243	-0.0237
Si	0.0428	0.1304	0.0161
Si	-0.0046	-0.0719	-0.0285
Si	0.0519	0.0186	-0.0014
Si	0.0424	-0.0163	-0.0212
Si	0.0168	0.0049	-0.0169
Si	0.0797	-0.0367	-0.0226
Si	0.0155	-0.0318	-0.0385
Si	-0.0336	0.0361	-0.0144
Si	-0.0098	-0.0649	-0.0154
Si	-0.0347	0.0155	-0.0118
Si	0.0136	-0.051	0.0037
Si	-0.0034	-0.0128	0.034
Si	-0.1347	0.0444	0.0225
Si	0.0024	0.0075	0.0104
Si	-0.027	0.0603	0.0174
Si	0.0138	0.0153	0.0123
Si	0.0091	-0.0223	0.0192
Si	0.0024	0.045	0.0119
Si	-0.0403	0.0292	0.039
Si	0.0698	0.0121	-0.0174
Si	0.0765	0.0006	0.0196
Si	-0.0876	-0.0645	0.0265
Si	0.0678	0.0008	-0.0081
Si	-0.0061	0.0175	0.0059
Si	0.1228	0.1094	0.0266
Si	0.0124	-0.1091	0
Si	0.3149	0.5631	-0.075
Si	0.0461	0.0276	0.6343
Si	-0.1182	-0.3052	-0.0829
Si	-0.3169	-0.452	0.0879
Si	-0.1096	0.0612	0.0825
Si	-0.3672	-0.1758	-0.3558
Si	0.4504	0.5708	-0.0639
Si	-0.0963	0.122	-0.3749
Si	0.0285	0.0016	-0.038
Si	-0.0009	0.0012	-0.0048
Si	-0.0089	-0.0235	-0.0143
Si	0.0027	0.0054	-0.0278
Si	0.0134	-0.0045	-0.0138
Si	0.0193	0.0051	-0.0159
Si	0.0052	0.0057	-0.0148
Si	0.0109	-0.0231	-0.0075
Si	-0.0037	0.0112	0.0378
Si	-0.0016	0.0068	-0.0011
Si	-0.0405	-0.0283	0.0344
Si	0.0031	0.0036	0.0135
Si	-0.006	0.0124	-0.0007
Si	-0.0222	-0.0001	0.0332
Si	-0.0184	0.0391	0.0427
Si	-0.0084	-0.0076	0.0108
Si	-0.0072	-0.0178	-0.0711
Si	0.0111	0.0317	-0.0395
Si	0.0039	0.0188	0.0103
Si	0.0312	0.0119	-0.0538
Si	-0.0068	0.0265	-0.0185
Si	0.0104	0.0061	-0.0337
Si	0.001	-0.0413	-0.0642
Si	-0.0354	0.0341	-0.0073
O	0.016	-0.0141	-0.0169
O	0.0028	0.0038	-0.0092
O	0.0259	-0.0274	0.0249
O	-0.0316	0.0264	0.0369
O	-0.0107	0.0142	-0.0096
O	-0.0093	-0.0018	0.0014
O	0.0188	-0.0171	0.0136
N	0.0094	0.0092	0.033
O	0.0054	-0.0109	0.0315
O	0.0021	0.0014	-0.0037
O	0.0163	-0.0145	0.0047
O	0.004	-0.0091	0.0121
O	0.0278	-0.0199	0.0217
O	-0.0042	0.0016	-0.006
O	-0.0156	0.0147	0.0175
O	-0.0083	0.0024	0.0149
O	-0.0174	0.0238	-0.045
O	0.0077	-0.0049	-0.0062
O	-0.0062	0.0269	-0.0477
O	-0.0013	-0.0019	-0.0239
O	-0.0026	-0.0109	-0.0127
O	0.0108	-0.0136	-0.0152
O	-0.0092	-0.0034	0.0075
O	0.0029	-0.0005	0.0032
Si	0.001	0.0019	0.0035
Si	0.002	-0.0006	-0.0059
Si	-0.0087	0.0086	0.0052
Si	0.0031	-0.0022	0.0013
Si	-0.0011	-0.0026	-0.0017
Si	0.0001	0.0056	0.0049
Si	0.0049	-0.0075	0.0064
Si	0.0119	-0.0183	-0.0011
Si	0.0055	0.0011	-0.0001
Si	0.0006	0.0018	-0.0055
Si	-0.001	0.0026	0.0037
Si	-0.0011	0.0001	0.0015
Si	0.0042	0	-0.0017
Si	-0.0077	0.0005	-0.0028
Si	0.0072	-0.0004	-0.0106
Si	-0.0042	-0.0013	-0.0043
Si	0.0024	-0.0044	-0.0029
Si	-0.0072	0.0019	-0.0093
Si	0.0044	-0.002	-0.0048
Si	0.0063	0.0117	0.0055
Si	0.0062	0.0026	0.0035
Si	0.0029	0.0002	0.0054
Si	0	0.0024	-0.0015
Si	0.0024	0.0034	0.012
Si	0.0025	0.0081	0.0005
Si	0.0097	0.0031	-0.0019
Si	-0.0089	0.0011	-0.0042
Si	0.0034	-0.0052	0.0044
Si	-0.0008	0.0059	-0.004
Si	0.003	0.0088	-0.0131
Si	0.0035	0.0016	0.0025
Si	-0.0056	0.0007	-0.001
Si	-0.0025	0.0196	-0.0019
Si	0.0031	0.0027	-0.0025
Si	0.0006	0.002	-0.0037
Si	-0.0138	-0.0116	-0.0012
Si	-0.0003	0.0018	-0.0025
O	-0.0012	0.0012	0.0001
O	-0.0012	0.0009	-0.0033
O	0.0059	0.0214	0.013
O	0.0005	0.0046	-0.0004
O	-0.0009	0.0018	-0.0026
O	-0.0024	-0.0009	0.0027
O	0.005	-0.0053	0.0167
O	0.0002	-0.0028	0.0021
O	-0.0015	0.0023	0.0022
O	0.0003	0.0028	-0.0076
O	0.0019	0.0026	0.001
O	0	0.0013	0.0036
O	0.0001	0.0001	-0.0017
O	0.0004	0.0021	0.004
O	-0.0026	-0.0007	-0.0007
O	-0.0038	0.0016	-0.0053
O	0.0052	-0.0003	-0.0039
O	0.0084	-0.0045	-0.0035
O	-0.0011	-0.0007	0.0017
O	0.0005	0.0002	-0.0018
O	0.0034	0.0016	0.0039
O	0.0064	0.0061	-0.0017
O	0.003	-0.0097	0.0104
O	0.0025	-0.0021	0.0067
O	-0.0066	-0.0005	0.0014
O	-0.0134	0	-0.0092
O	-0.0002	-0.0006	0.0004
O	0.0017	-0.0012	-0.0051
O	0.004	-0.0003	0.003
O	-0.002	0.0024	0.0005
O	0.0041	-0.003	0.0039
O	0.0045	-0.0005	0.0038
O	0.0004	0.0018	0
O	0.0016	0.0002	-0.0039
O	-0.0025	0.0021	0.0013
O	0.0013	-0.0021	0.0023
O	0.0013	0.0045	-0.0039
O	0.0002	0.0005	0.0009
O	-0.0009	0.001	-0.0001
O	-0.002	0.0026	-0.001
O	0.0062	0.0027	-0.002
O	0.0055	-0.0072	0.0144
O	0.0143	0.0034	-0.0037
O	0.0001	0	0.0017
O	-0.016	0.0098	-0.0173
O	-0.0098	-0.0146	0.004
O	0.0036	0.012	0.0051
O	0.0014	-0.001	-0.0026
O	0.0009	0.0025	-0.0047
O	-0.0016	0.0006	0.0002
O	0.0034	0.0025	0.0078
O	0.0011	-0.0004	0
O	0.0036	-0.0008	0.0002
O	-0.0042	-0.0051	-0.003
O	0.0018	0.0016	-0.0002
O	0.0027	0.0015	-0.0049
O	-0.0053	-0.0032	0.0043
O	0.0051	-0.0018	-0.0079
O	-0.0011	-0.0062	-0.012
O	0.0085	-0.006	-0.0012
O	0.0057	-0.0084	-0.0002
O	-0.0064	0.003	0.0037
O	-0.0006	-0.0028	-0.0034
O	0.0022	-0.0037	-0.0021
O	0.002	0.0003	0.0033
O	-0.0003	-0.0034	-0.0062
H	0.0053	0.0038	0.0079

The program warned: the cutoff lies below the one the program advises for these potential files; the exchange-correlation potential is rough where the density is thin.
